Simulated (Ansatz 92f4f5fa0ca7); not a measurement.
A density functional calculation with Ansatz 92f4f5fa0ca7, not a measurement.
Periodic cell of 455 atoms, Si304O151, from a study of silicon, its oxide and their interface. The atomic structure is a simulated model.
Doubt: the cutoff is far below the 930 eV that the study's wrapper takes by default for these files, so forces and energies are approximate.
This geometry differs little from another in the collection (a relaxation step or a small displacement).

Settings
functional: PBE
potential files: Ansatz PAW
basis: plane waves
wave-function cutoff: 580 eV
density cutoff ratio: 5
exchange-correlation grid ratio: 1
k mesh: 1 x 1 x 1, Gamma-centred
self-consistency stop: 5e-08 eV per atom in the density residual
occupations: fixed
spin: none
net charge: 0

Cell vectors (angstrom)
a	15.4691	0	0
b	0	15.4691	0
c	4.64	-6.0806	34.1944

Atoms and the computed forces on them: element, x, y, z (angstrom), force x, y, z (eV/angstrom)
Si	12.975	-6.08	23.982	-0.01	0.003	-0.007
Si	13.209	-10.136	24.061	-0.02	-0.004	-0.009
Si	5.245	-6.448	23.528	0.004	0.005	0.004
Si	5.199	-2.068	24.054	0	0.002	0.005
Si	4.898	-13.744	23.941	0.003	-0.001	0.004
Si	5.182	-9.982	24.141	0.008	0	0.003
Si	8.355	-6.097	24.015	-0.003	-0.001	-0.001
Si	7.646	-2.209	23.989	0.006	-0.001	-0.007
Si	8.084	-13.864	23.959	-0.004	0.001	-0.007
Si	8.298	-9.94	24.198	-0.008	0	-0.002
Si	12.731	-2.252	24.036	0.005	-0.001	-0.001
Si	12.994	-13.725	24.254	-0.008	0	-0.007
Si	0.02	-6.143	23.872	0.002	0.001	0.003
Si	0.403	-2.25	23.959	-0.004	-0.001	0
Si	-0.051	-13.88	24.087	0.002	-0.001	0.003
Si	0.195	-9.974	23.986	0.022	0	-0.005
Si	4.618	-3.976	25.274	0.003	-0.005	-0.006
Si	4.626	-0.187	25.308	-0.001	0.004	-0.003
Si	4.698	-11.901	25.368	0.004	0	-0.001
Si	4.785	-7.999	25.273	0	0	0
Si	8.402	-4.099	25.254	0	-0.002	0.001
Si	8.385	-0.33	25.264	-0.002	0.002	0
Si	8.551	-11.963	25.337	-0.004	0.001	0.002
Si	8.555	-7.975	25.429	-0.002	0.001	-0.002
Si	12.43	-4.197	25.34	0.001	0.004	0.003
Si	12.374	-0.281	25.301	0.002	0	0.001
Si	12.553	-11.847	25.561	-0.001	0	0.002
Si	12.485	-8.099	25.151	0.001	-0.003	0.002
Si	0.678	-4.24	25.208	-0.002	-0.001	0.001
Si	0.67	-0.309	25.297	-0.004	0	0
Si	0.712	-11.927	25.252	-0.001	-0.002	0.001
Si	0.691	-8.014	25.208	-0.002	0.002	-0.001
Si	2.645	-4.131	26.574	0	-0.001	0
Si	2.652	-0.253	26.61	0.002	0	-0.001
Si	2.689	-11.881	26.598	0	-0.001	-0.001
Si	2.724	-7.97	26.506	-0.001	-0.001	-0.001
Si	6.525	-4.171	26.697	-0.005	0	-0.004
Si	6.527	-0.232	26.731	0.001	-0.002	0.001
Si	6.626	-11.919	26.749	-0.002	-0.001	-0.006
Si	6.615	-7.973	26.769	0.001	-0.001	-0.002
Si	10.404	-4.137	26.588	-0.002	-0.001	0
Si	10.384	-0.3	26.591	0.001	0	-0.001
Si	10.485	-11.899	26.694	0	-0.001	-0.001
Si	10.561	-8.033	26.618	0.001	0	-0.002
Si	14.322	-4.158	26.734	0.001	0	-0.001
Si	14.27	-0.329	26.746	0.002	-0.001	-0.002
Si	14.447	-11.877	26.877	0.002	0	0
Si	14.317	-8.046	26.691	0	0	-0.002
Si	2.71	-6.071	27.96	0	-0.002	-0.002
Si	2.657	-2.203	27.983	0.001	0.001	-0.001
Si	2.704	1.669	28.007	-0.001	0	-0.001
Si	2.708	-9.91	27.942	0	0	0
Si	6.573	-6.058	28.11	0	-0.001	0.003
Si	6.53	-2.208	28.037	0.001	-0.001	0
Si	6.59	1.654	28.122	0	-0.002	0.003
Si	6.59	-9.948	28.066	0	-0.001	0.002
Si	10.462	-6.079	27.981	0	-0.002	0
Si	10.421	-2.22	27.994	0	0	0
Si	10.45	1.617	28.019	-0.001	0.001	0
Si	10.466	-9.944	28.031	0	0	0.001
Si	14.313	-6.105	28.056	0	-0.002	0.001
Si	14.288	-2.241	28.102	0	-0.001	0.002
Si	14.342	1.608	28.112	-0.001	-0.001	0.002
Si	14.35	-9.917	28.13	0	0	0.003
Si	4.613	-6.078	29.406	-0.001	0	0
Si	4.597	-2.215	29.39	0	0	0
Si	4.625	1.655	29.415	-0.002	0	0
Si	4.626	-9.947	29.382	-0.001	-0.001	0.001
Si	8.54	-6.083	29.404	0.001	0.001	0
Si	8.488	-2.214	29.388	-0.001	0.001	-0.001
Si	8.539	1.651	29.427	0.001	0	0.001
Si	8.529	-9.942	29.411	0.001	0	0.001
Si	12.37	-6.073	29.401	0	0.001	-0.001
Si	12.335	-2.219	29.411	-0.001	0	0.001
Si	12.374	1.642	29.413	-0.001	0.001	-0.001
Si	12.38	-9.95	29.424	0	-0.001	0.001
Si	0.794	-6.088	29.389	0	0	0.001
Si	0.769	-2.21	29.417	0.001	0.001	-0.001
Si	0.806	1.643	29.43	0.001	-0.001	0
Si	0.828	-9.927	29.418	-0.001	0.001	0.001
Si	0	1.934	2.05	0.04	-0.013	0.028
Si	0	5.801	2.05	-0.018	-0.137	-0.015
Si	0	-5.801	2.05	0.014	0.122	-0.025
Si	0	-1.934	2.05	0.029	-0.014	0.006
Si	3.867	1.934	2.05	0.013	0.023	0.033
Si	3.867	5.801	2.05	0.022	-0.089	-0.002
Si	3.867	-5.801	2.05	-0.006	0.109	-0.006
Si	3.867	-1.934	2.05	0.01	0.031	0.033
Si	7.734	1.934	2.05	0.031	0.052	0.015
Si	7.734	5.801	2.05	0.033	-0.119	-0.005
Si	7.734	-5.801	2.05	-0.001	0.002	-0.031
Si	7.734	-1.934	2.05	0.016	0.015	0.01
Si	-3.867	1.934	2.05	-0.045	0.087	-0.007
Si	-3.867	5.801	2.05	-0.038	-0.073	-0.012
Si	-3.867	-5.801	2.05	-0.06	0.019	-0.02
Si	-3.867	-1.934	2.05	-0.056	-0.009	0.007
Si	-1.934	1.934	3.417	-0.023	-0.022	0.456
Si	-1.934	5.801	3.417	0.159	-0.223	-0.156
Si	-1.934	-5.801	3.417	0.101	0.336	-0.073
Si	-1.934	-1.934	3.417	0.052	0.061	0.426
Si	1.934	1.934	3.417	-0.125	0.21	0.324
Si	1.934	5.801	3.417	-0.047	-0.194	0.239
Si	1.934	-5.801	3.417	-0.084	-0.146	-0.245
Si	1.934	-1.934	3.417	-0.168	-0.043	0.194
Si	5.801	1.934	3.417	-0.074	-0.082	0.26
Si	5.801	5.801	3.417	-0.175	-0.361	-0.201
Si	5.801	-5.801	3.417	0.041	0.319	-0.389
Si	5.801	-1.934	3.417	-0.026	-0.012	0.211
Si	9.668	1.934	3.417	0.112	0.315	-0.209
Si	9.668	5.801	3.417	0.041	-0.238	-0.305
Si	9.668	-5.801	3.417	0.055	0.15	-0.62
Si	9.668	-1.934	3.417	0.098	-0.057	0.025
Si	-1.959	0.002	4.86	-0.003	0.001	0.002
Si	-1.93	3.881	4.823	-0.002	0	0.001
Si	-1.843	-7.733	4.712	0	0.001	0.003
Si	-1.934	-3.86	4.836	0.001	-0.001	0
Si	1.883	0.009	4.794	0	-0.001	0.001
Si	1.901	3.871	4.87	0	-0.001	0
Si	1.937	-7.734	4.774	0	-0.002	0.001
Si	1.933	-3.901	4.772	0	-0.001	-0.001
Si	5.789	-0.008	4.826	0.001	-0.001	0.001
Si	5.746	3.858	4.818	-0.003	0.001	0
Si	5.774	-7.731	4.689	-0.001	0.001	-0.001
Si	5.839	-3.876	4.8	0.001	-0.001	-0.001
Si	9.691	0.03	4.743	0	0	0
Si	9.665	3.877	4.802	0.001	-0.002	0.002
Si	9.705	-7.728	4.691	0.002	0	0.003
Si	9.69	-3.893	4.766	-0.003	0	0.001
Si	-0.015	0.074	6.252	0.003	0.007	-0.001
Si	-0.053	3.933	6.303	0.001	0.004	0.002
Si	0.017	-7.735	6.164	0	0.004	0.001
Si	0.039	-3.937	6.188	0.001	0.001	0.001
Si	3.792	-0.072	6.166	0	-0.001	-0.001
Si	3.829	3.782	6.28	-0.001	0.001	0.001
Si	3.896	-7.786	6.075	-0.002	0	-0.002
Si	3.875	-4.028	6.105	0	-0.006	-0.003
Si	7.802	0.032	6.125	-0.003	0.002	0
Si	7.705	3.88	6.14	-0.004	0.004	0
Si	7.73	-7.694	5.92	-0.002	0.002	-0.001
Si	7.798	-3.842	6.174	-0.002	0.004	0.001
Si	-3.944	0.06	6.229	0.001	0	-0.002
Si	-3.869	3.936	6.191	-0.003	-0.026	-0.018
Si	-3.79	-7.679	5.948	-0.001	-0.021	-0.026
Si	-3.901	-3.82	6.203	0.002	0	-0.006
Si	-0.15	2.031	7.732	-0.003	-0.003	-0.005
Si	-0.038	5.911	7.697	0	-0.002	-0.001
Si	0.055	-5.875	7.639	-0.004	-0.001	-0.001
Si	0.175	-1.968	7.48	-0.011	-0.005	-0.012
Si	3.71	1.777	7.659	0.004	0	-0.003
Si	3.872	5.82	7.528	0.002	0.002	0.003
Si	3.959	-5.939	7.548	0.004	0	-0.002
Si	3.896	-2.114	7.409	0.006	0.002	-0.011
Si	7.696	1.961	7.522	0.003	0.002	-0.002
Si	7.705	5.923	7.319	0.003	0.001	-0.002
Si	7.8	-5.872	7.388	0.009	-0.005	0.001
Si	8.453	-1.884	7.374	0.002	-0.001	0.007
Si	-4.004	2.038	7.595	0	0.004	0
Si	-3.835	5.981	7.398	0	0.032	0.023
Si	-3.795	-5.861	7.408	0.002	0.019	0.017
Si	-4.56	-1.887	7.465	-0.005	0.001	0.006
Si	-2.053	6.591	8.861	-0.005	-0.001	-0.002
Si	-1.957	-6.421	8.818	-0.003	0.006	0.001
Si	2.074	-2.296	8.892	0.007	0.007	0.022
Si	1.763	2.032	9.125	0.005	0.004	0.015
Si	2.004	6.466	8.839	0	-0.005	0.005
Si	2.04	-6.583	8.789	-0.002	0.003	0.004
Si	5.759	1.565	8.799	0.005	0.002	0.014
Si	5.853	6.499	8.644	0	-0.011	-0.008
Si	5.974	-6.542	8.711	-0.003	0.011	-0.008
Si	-2.19	1.758	9.062	-0.004	0.001	0.004
Si	-5.835	6.586	8.466	0.002	-0.031	0.002
Si	-5.732	-6.503	8.574	-0.01	0.028	0.006
Si	-5.929	2.255	8.987	0	-0.004	0.005
Si	-5.818	5.269	10.33	-0.004	0.004	-0.021
Si	-5.489	-5.142	10.457	-0.009	-0.001	-0.021
Si	4.64	-8.014	30.776	-0.132	-0.029	-0.111
Si	4.64	-4.147	30.776	-0.194	0.026	-0.071
Si	4.64	-0.28	30.776	-0.163	-0.064	-0.058
Si	4.64	-11.881	30.776	-0.161	0.079	-0.077
Si	8.507	-8.014	30.776	0.083	0.053	0.025
Si	8.507	-4.147	30.776	0.113	0.013	-0.091
Si	8.507	-0.28	30.776	0.08	-0.113	0.009
Si	8.507	-11.881	30.776	0.149	0.05	0.031
Si	12.374	-8.014	30.776	-0.104	0.087	0.003
Si	12.374	-4.147	30.776	-0.1	-0.026	0.033
Si	12.374	-0.28	30.776	-0.075	-0.072	0.058
Si	12.374	-11.881	30.776	-0.052	-0.078	0.042
Si	0.773	-8.014	30.776	0.24	0.139	0.09
Si	0.773	-4.147	30.776	0.1	-0.097	-0.076
Si	0.773	-0.28	30.776	0.168	-0.071	0.177
Si	0.773	-11.881	30.776	0.16	0.062	-0.025
Si	6.574	-8.014	32.143	0.009	-0.001	-0.044
Si	6.574	-4.147	32.143	0.014	-0.008	-0.049
Si	6.574	-0.28	32.143	0.011	-0.018	-0.04
Si	6.574	-11.881	32.143	0.001	0.017	-0.026
Si	10.441	-8.014	32.143	-0.012	-0.006	0.02
Si	10.441	-4.147	32.143	0.002	0.02	0.025
Si	10.441	-0.28	32.143	-0.009	-0.033	0.026
Si	10.441	-11.881	32.143	-0.021	0.002	0.038
Si	-1.161	-8.014	32.143	-0.003	0.004	-0.031
Si	-1.161	-4.147	32.143	-0.001	0.018	-0.024
Si	-1.161	-0.28	32.143	0.004	-0.008	-0.013
Si	-1.161	-11.881	32.143	-0.021	0.007	-0.017
Si	2.706	-8.014	32.143	-0.019	0.016	0.042
Si	2.706	-4.147	32.143	0.021	0.01	0.038
Si	2.706	-0.28	32.143	-0.006	-0.044	0.043
Si	2.706	-11.881	32.143	-0.004	0.002	0.048
Si	6.574	-6.081	33.51	-0.023	-0.007	-0.001
Si	6.574	-2.213	33.51	-0.003	-0.037	0.002
Si	6.574	1.654	33.51	-0.015	0.012	0.009
Si	6.574	-9.948	33.51	-0.006	0.054	-0.002
Si	10.441	-6.081	33.51	-0.012	0.005	-0.006
Si	10.441	-2.213	33.51	0.031	-0.004	0.003
Si	10.441	1.654	33.51	0.002	-0.015	-0.004
Si	10.441	-9.948	33.51	0.027	0.034	0.008
Si	-1.161	-6.081	33.51	-0.001	0.003	-0.002
Si	-1.161	-2.213	33.51	0.017	-0.011	0.015
Si	-1.161	1.654	33.51	0.011	-0.03	0.005
Si	-1.161	-9.948	33.51	-0.009	0.016	0.013
Si	2.706	-6.081	33.51	0.018	-0.01	-0.01
Si	2.706	-2.213	33.51	-0.011	0.006	-0.006
Si	2.706	1.654	33.51	0	-0.023	-0.013
Si	2.706	-9.948	33.51	-0.004	0.021	-0.007
Si	0	0	0.683	-0.011	0.013	0.015
Si	0	3.867	0.683	-0.009	0.018	-0.015
Si	0	7.734	0.683	-0.041	0.019	0.007
Si	0	-3.867	0.683	-0.01	-0.044	-0.021
Si	3.867	0	0.683	-0.018	-0.003	0.012
Si	3.867	3.867	0.683	-0.011	0.021	-0.016
Si	3.867	7.734	0.683	0.012	0.013	0
Si	3.867	-3.867	0.683	-0.047	-0.049	-0.013
Si	7.734	0	0.683	-0.01	0.001	0.013
Si	7.734	3.867	0.683	-0.033	0.013	-0.011
Si	7.734	7.734	0.683	-0.028	0.042	-0.002
Si	7.734	-3.867	0.683	-0.024	-0.036	0.002
Si	-3.867	0	0.683	0.052	0.004	0.014
Si	-3.867	3.867	0.683	0.076	0.002	-0.014
Si	-3.867	7.734	0.683	0.039	0.022	0.001
Si	-3.867	-3.867	0.683	0.073	-0.029	-0.008
Si	0.862	-6.125	21.61	0.004	0.005	0.006
Si	1.724	-3.037	21.221	-0.005	-0.008	0.004
Si	0.426	-13.834	21.781	-0.002	0.005	0.004
Si	1.27	-10.821	21.186	0.003	-0.002	0.002
Si	3.753	-7.219	20.801	-0.002	0.005	0.009
Si	4.492	-1.982	21.778	0	0	0
Si	4.274	-10.205	21.175	0.004	-0.002	0.004
Si	7.093	-11.431	20.066	0.001	-0.001	0.012
Si	11.265	-8.001	19.934	-0.001	-0.003	0.008
Si	7.371	-1.77	20.977	0.013	0.005	0.008
Si	8.288	-14.248	20.972	0.001	-0.001	0.009
Si	9.719	-10.317	21.449	-0.003	0.004	0.008
Si	11.303	-2.703	21.2	0.006	0.011	0
Si	13.377	-13.899	19.986	-0.003	0.002	0.007
Si	10.694	-5.674	21.802	-0.001	-0.002	0.006
Si	12.11	-12.018	21.851	0.001	-0.008	0.005
Si	-1.543	-1.29	9.848	-0.009	0.006	-0.006
Si	-1.765	-4.755	14.396	0.001	-0.002	-0.01
Si	6.264	-1.53	9.321	0	0.01	-0.002
Si	-4.252	-2.274	9.796	-0.012	-0.013	-0.007
Si	2.337	0.204	13.864	0.003	-0.001	-0.011
Si	0.743	-7.981	14.507	0.002	0	-0.009
Si	2.589	-4.072	16.556	0.001	0	-0.002
Si	1.144	-4.833	13.843	-0.002	-0.003	-0.015
Si	2.38	-4.581	10.903	-0.001	0.003	0.003
Si	7.589	0.558	13.099	0	0.011	-0.004
Si	4.562	-11.652	16.09	0.008	0.016	-0.012
Si	5.146	-3.314	11.714	-0.002	0	-0.009
Si	11.53	-3.364	16.015	-0.004	0.003	-0.007
Si	-5.396	0.112	11.337	-0.003	0.002	-0.007
Si	7.162	-5.477	11.52	0.009	0.006	0.002
Si	1.921	4.504	11.096	-0.005	-0.001	-0.002
Si	3.432	-14.457	21.24	0.002	0.001	0.007
Si	-2.88	-9.242	11.095	0.005	-0.012	-0.016
Si	1.319	-15.249	16.817	0.001	0	0
Si	5.142	-1.227	13.865	0.003	-0.001	-0.008
Si	-0.481	5.163	12.807	0.004	0.005	-0.003
Si	-3.262	2.137	11.965	0.005	0.002	-0.003
Si	9.225	-5.172	16.679	-0.006	0.003	-0.001
Si	0.565	-2.467	18.351	-0.003	-0.003	0.005
Si	6.267	-5.904	15.844	0.004	0.004	-0.006
Si	3.147	-13.361	18.349	-0.004	0.003	0
Si	7.938	-2.843	18.103	0	-0.006	-0.001
Si	0.921	-11.052	18.331	-0.001	-0.008	0
Si	8.939	-13.794	15.569	0.006	-0.003	-0.017
Si	-4.794	3.74	13.878	0.005	-0.005	-0.006
Si	4.029	-6.596	17.831	0.002	-0.007	-0.006
Si	10.101	-0.932	16.912	0	-0.009	-0.002
Si	7.492	-11.516	16.91	-0.001	0.002	-0.013
Si	5.937	2.668	11.639	-0.008	-0.004	-0.013
Si	14.042	-7.085	16.497	-0.001	0.004	-0.002
Si	-2.963	-6.185	11.743	0.002	0.008	-0.003
Si	13.097	-3.671	18.815	-0.001	0.001	0.009
Si	10.97	-7.8	16.979	-0.001	0.003	0
Si	5.392	-3.019	16.299	0	-0.005	-0.003
Si	3.415	2.873	13.231	0.01	-0.005	-0.009
Si	-2.008	3.26	14.438	0	0	-0.01
Si	7.014	-7.681	13.607	0	0.004	-0.01
Si	2.733	-9.165	16.556	0.008	0.001	0
Si	10.765	-15.588	19.83	-0.002	-0.004	0.012
Si	14.004	-6.659	19.48	-0.005	0.002	0.003
Si	6.755	5.595	11.567	0.003	0.002	0.004
Si	-0.973	-13.099	17.207	0.001	0.001	0.003
Si	1.24	-0.43	11.038	0.011	-0.002	0.002
Si	9.135	-9.487	15.141	0.003	0.006	0.005
O	2.206	-7.017	21.3	-0.005	0	-0.008
O	1.243	-2.194	22.539	-0.006	0.011	0.018
O	3.356	-3.059	21.287	0.014	-0.001	-0.01
O	1.811	-14.589	21.364	-0.004	-0.002	-0.009
O	5.62	-10.967	20.635	-0.006	0.002	-0.006
O	0.864	-9.85	22.443	-0.01	0.006	0.012
O	6.859	-6.22	23.321	-0.003	0	0.001
O	4.718	-6.769	22.023	0.007	0.002	0.002
O	4.023	-13.623	22.533	0.005	0.002	0.004
O	6.492	-13.766	23.507	0.003	-0.003	0.003
O	4.3	-9.932	22.771	-0.003	0.002	0
O	6.753	-9.994	23.604	0.003	0	0.008
O	10.584	-6.612	20.469	0	0.005	-0.001
O	10.395	-1.416	20.758	-0.004	-0.004	-0.007
O	8.096	-2.244	22.375	-0.007	-0.001	0.01
O	8.846	-13.984	22.497	-0.002	0.003	0.006
O	12.204	-14.985	20.272	0.006	0.003	-0.003
O	10.539	-11.733	21.493	0.003	-0.005	-0.009
O	12.161	-5.917	22.52	0.013	-0.002	0.005
O	11.84	-2.31	22.674	0	0	0.006
O	14.289	-2.22	23.496	0.003	0.001	0.005
O	12.227	-13.343	22.815	0.009	-0.006	0.008
O	12.74	-10.666	22.539	0.008	0.012	0.009
O	4.499	-5.077	24.023	0.004	0.003	0.004
O	1.359	1.084	10.434	0.002	0.011	-0.002
O	5.415	-2.171	8.088	-0.015	-0.001	-0.001
O	7.832	-1.78	8.933	0.013	0.001	-0.013
O	8.17	-8.375	14.492	0	0.002	0.003
O	-3.367	4.167	14.542	-0.004	-0.004	0.003
O	8.697	-4.286	17.95	0	0	-0.004
O	6.174	-11.584	15.963	-0.024	-0.005	0.007
O	1.54	-9.992	17.281	0.001	-0.002	0
O	0.678	-10.278	19.757	0.003	0.001	0.004
O	5.844	-2.338	20.941	-0.013	-0.002	-0.001
O	4.082	-8.773	20.418	-0.001	-0.004	-0.005
O	8.047	-2.441	19.666	0.001	0.002	0.001
O	3.807	-13.758	19.799	0.001	-0.004	-0.001
O	10.18	-6.392	17.129	0.003	-0.005	0
O	10.796	-8.471	18.448	0.003	0.001	0.005
O	-5.461	2.528	14.712	-0.011	-0.009	0.013
O	-2.18	2.18	13.199	-0.006	-0.001	0.001
O	12.463	-2.837	20.063	-0.004	-0.001	-0.004
O	-2.847	-3.614	14.828	0.005	-0.004	0.003
O	-0.766	-14.409	20.805	0	-0.003	-0.005
O	12.921	-12.402	20.485	-0.004	0.004	-0.001
O	-0.264	-1.057	10.837	-0.012	-0.003	0.009
O	-2.75	-2.174	10.491	0.013	0.005	0.007
O	-0.713	4.212	14.123	0.001	0.004	0.002
O	-2.108	-5.804	10.384	0.005	-0.003	-0.01
O	2.114	3.481	9.834	-0.003	-0.016	-0.006
O	-1.137	-2.114	8.503	0.006	-0.001	0.001
O	-4.375	5.543	11.077	-0.002	-0.001	0.005
O	4.574	-2.468	12.972	-0.001	0.002	0.01
O	2.185	-9.487	10.442	0.001	0.008	-0.004
O	13.956	-5.649	15.739	-0.002	-0.004	-0.004
O	-3.018	-7.801	11.854	0.001	-0.001	0.013
O	5.911	0.057	9.488	0	0.004	-0.003
O	5.963	-9.543	10.192	-0.01	-0.005	-0.007
O	6.279	-8.807	12.702	-0.001	-0.004	0.005
O	6.288	-6.13	10.3	-0.017	-0.007	-0.017
O	13.311	-5.187	19.368	0.001	-0.004	-0.005
O	9.532	3.722	9.755	0.001	0.004	0.005
O	-1.936	5.359	12.106	-0.001	0.001	0.006
O	11.107	-1.794	15.965	0.001	-0.006	0.004
O	2.884	-11.048	20.984	0.001	0	-0.008
O	8.507	-4.711	11.015	0.007	0.006	0.003
O	6.429	-0.576	13.118	0	0.004	0.013
O	-5.234	-1.382	10.74	0.002	0.003	0.006
O	-0.453	-8.043	15.619	-0.004	0.004	0.008
O	2.211	-6.126	10.397	-0.004	-0.01	-0.003
O	3.811	-2.994	16.722	0	-0.001	0.003
O	0.403	4.407	11.668	0.008	-0.004	0.003
O	5.548	-6.479	17.205	-0.008	-0.003	0.007
O	4.219	-12.615	17.369	-0.003	-0.003	0.001
O	4.573	2.133	12.349	0	0.011	0.016
O	2.148	-4.249	14.992	-0.003	0	0.003
O	5.761	2.674	10.023	0.002	-0.005	-0.002
O	5.666	-4.425	15.505	-0.002	0.005	0.006
O	1.71	-4.423	12.37	0.001	0.002	0.007
O	5.958	-6.934	14.61	0.002	-0.007	-0.001
O	0.995	-6.462	13.959	0.002	0.008	0.006
O	10.5	-4.118	21.336	-0.008	-0.014	-0.007
O	8.407	-10.3	16.345	-0.004	0.001	0.003
O	7.728	1.156	14.608	0.012	-0.005	-0.005
O	1.898	-12.34	18.586	0.001	0.003	-0.007
O	10.397	-8.73	15.8	-0.008	-0.003	-0.003
O	8.31	-12.923	16.793	0	0.003	0
O	3.937	-4.104	10.965	0	-0.002	0.005
O	9.662	5.007	13.939	0.002	-0.002	-0.004
O	-4.777	-3.812	9.831	0.011	0.01	-0.004
O	9.585	-14.471	20.002	-0.006	0.004	-0.004
O	5.654	-1.749	15.321	0	0.005	0
O	3.064	-5.508	17.123	-0.001	-0.002	0.001
O	9.767	-15.033	16.155	-0.007	0.023	-0.009
O	12.535	-7.652	16.605	0.006	0.002	0.003
O	8.381	5.568	11.34	0.008	-0.002	0.008
O	-0.302	-6.679	20.607	0.001	-0.001	-0.003
O	0.289	-14.01	16.781	0.001	-0.001	0.001
O	0.659	-1.029	17.608	0.001	0	-0.002
O	2.661	-14.736	17.603	0	0.002	-0.001
O	1.62	-15.669	15.267	0	0	0.006
O	-0.811	-6.984	18.009	-0.005	0.001	-0.006
O	9.524	1.09	10.15	-0.002	0.004	0
O	10.754	-9.209	20.878	-0.001	-0.005	-0.006
O	1.157	-4.557	21.244	-0.001	-0.008	-0.004
O	9.504	-6.086	22.836	-0.006	0	-0.003
O	-0.479	-11.627	17.723	0.006	0.001	-0.001
O	7.181	1.723	12.048	0.008	-0.006	0.019
O	-0.319	-4.112	13.995	-0.006	-0.003	0.01
O	6.218	-4.396	12.281	-0.002	0.002	0.013
O	4.034	-0.487	21.31	0.001	-0.003	-0.004
O	2.907	4.165	12.36	-0.002	0.002	0.004
O	13.601	-12.957	15.864	-0.001	0	0.002
O	6.38	-2.915	17.596	-0.003	0	-0.001
O	3.978	3.271	14.688	-0.001	0.006	0.003
O	12.114	-3.72	17.509	0.002	0	0.003
O	8.706	-1.731	17.194	-0.002	-0.002	-0.001
O	2.342	-1.259	10.159	-0.012	0.001	-0.027
O	10.885	-0.592	18.287	0.004	0.001	0.004
O	-0.986	-2.932	18.417	0.003	0.001	-0.004
O	4.079	-6.359	19.448	-0.002	-0.004	0.002
O	-4.482	3.177	12.364	0	0	0.007
O	1.2	-2.33	19.85	-0.003	0.004	-0.012
O	8.318	-10.496	20.63	0.006	0.002	-0.004
O	0.277	-8.928	13.253	-0.002	-0.004	0.005
O	1.341	-3.583	17.461	-0.001	-0.002	0
O	-2.523	2.506	10.531	0.005	0	-0.011
O	-3.94	0.652	11.864	-0.001	0	0.01
O	13.643	-13.83	18.381	0	-0.002	0
O	12.89	-7.777	19.917	-0.004	0	-0.004
O	-2.294	-5.603	13.106	0.002	0.004	0.012
O	3.984	-10.15	16.267	0.004	-0.021	-0.002
O	-2.157	0.147	9.401	0.003	-0.002	0.007
O	0.56	-12.242	21.484	-0.004	-0.007	-0.006
O	7.364	-15.602	20.906	-0.001	0	-0.005
O	3.329	-8.028	17.541	0.001	0.001	-0.004
O	9.364	-9.826	22.958	-0.003	0.001	0
O	3.914	-0.177	14.016	0	0.003	0.009
O	2.129	-8.536	15.173	0.002	-0.003	0.007
O	10.17	-4.244	15.715	0.002	0.003	0.003
O	1.599	-0.555	12.618	0.001	-0.006	0
O	7.382	-12.99	20.461	0	0	-0.006
O	7.894	-5.776	15.955	0.003	0.001	0.006
O	1.685	-3.71	9.687	-0.005	0.013	0.002
O	9.016	-0.017	12.571	0.002	0.005	0.004
O	-4.51	-5.655	11.665	0.005	-0.006	0.021
O	7.069	-11.251	18.45	-0.003	0.002	0.011
O	6.251	4.169	12.149	0	-0.004	0.004
O	7.669	-6.596	12.583	0.002	-0.01	0.014
O	2.216	1.801	13.516	0.007	0.009	0.01
O	5.897	-2.31	10.684	0.007	0.005	0.005

Results
free energy: -279139.842 eV
free energy less fixed offsets of O -568.88, Si -635.61 eV per atom: -13.522 eV

The program warned: the cutoff lies below the one the program advises for these potential files; the forces do not sum to zero within the program's tolerance; the exchange-correlation potential is rough where the density is thin.
